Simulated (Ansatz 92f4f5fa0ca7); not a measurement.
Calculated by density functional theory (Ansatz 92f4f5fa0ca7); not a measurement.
Periodic cell of 226 atoms, Si134O92, from a study of silicon, its oxide and their interface. The atomic structure is a simulated model.
Doubt: the cutoff is low for norm-conserving oxygen, so forces and energies are approximate.
Doubt: the program's own warning below bears on the result.
This geometry differs little from another in the collection (a relaxation step or a small displacement).

Settings: functional HSE06; potential files SPMS norm-conserving; basis plane waves; wave-function cutoff 800 eV; density cutoff ratio 4; exchange-correlation grid ratio 1; k mesh 1 x 1 x 1, Gamma-centred; occupations fixed; spin none; net charge 0.

Cell vectors (angstrom)
a, 10.938, 0, 0
b, 0, 10.938, 0
c, 0, 0, 32.3861

Atoms: element, x, y, z (angstrom)
Si, 0.2492, -0.1426, 24.7533
Si, 5.1992, 0.2063, 25.1404
Si, 3.1226, 2.5514, 24.8177
Si, 7.949, 3.0469, 25.0522
Si, -0.3798, 5.699, 24.8805
Si, 5.7943, 5.3013, 25.0492
Si, 2.4603, 8.5078, 24.865
Si, 8.417, 7.9897, 24.9377
Si, 1.3957, 1.4468, 26.0957
Si, 6.8271, 1.4015, 26.3103
Si, 4.1404, 4.1317, 26.2431
Si, 9.5259, 4.1718, 26.3348
Si, 1.3113, 6.8504, 26.1238
Si, 6.8919, 6.8823, 26.3426
Si, 3.9831, 9.5825, 26.3387
Si, 9.6148, 9.6255, 26.1511
Si, 2.6591, 0.0689, 27.6241
Si, 8.2253, -0.0019, 27.5834
Si, 0.0092, 2.7437, 27.5614
Si, 5.4535, 2.7563, 27.6504
Si, 2.7059, 5.497, 27.5484
Si, 8.1911, 5.5017, 27.7004
Si, -0.0111, 8.2159, 27.5693
Si, 5.4377, 8.2242, 27.6191
Si, 4.1018, 1.3673, 28.9678
Si, 9.5708, 1.3673, 28.9678
Si, 1.3673, 4.1018, 28.9678
Si, 6.8362, 4.1018, 28.9678
Si, 4.1018, 6.8362, 28.9678
Si, 9.5708, 6.8362, 28.9678
Si, 1.3673, 9.5708, 28.9678
Si, 6.8362, 9.5708, 28.9678
Si, 0, 0, 30.3351
Si, 5.469, 0, 30.3351
Si, 2.7345, 2.7345, 30.3351
Si, 8.2035, 2.7345, 30.3351
Si, 0, 5.469, 30.3351
Si, 5.469, 5.469, 30.3351
Si, 2.7345, 8.2035, 30.3351
Si, 8.2035, 8.2035, 30.3351
Si, 1.3673, 1.3673, 31.7023
Si, 6.8362, 1.3673, 31.7023
Si, 4.1018, 4.1018, 31.7023
Si, 9.5708, 4.1018, 31.7023
Si, 1.3673, 6.8362, 31.7023
Si, 6.8362, 6.8362, 31.7023
Si, 4.1018, 9.5708, 31.7023
Si, 9.5708, 9.5708, 31.7023
Si, 2.7345, 0, 0.6835
Si, 8.2035, 0, 0.6835
Si, 0, 2.7345, 0.6835
Si, 5.469, 2.7345, 0.6835
Si, 2.7345, 5.469, 0.6835
Si, 8.2035, 5.469, 0.6835
Si, 0, 8.2035, 0.6835
Si, 5.469, 8.2035, 0.6835
Si, 4.1018, 1.3673, 2.0507
Si, 9.5708, 1.3673, 2.0507
Si, 1.3673, 4.1018, 2.0507
Si, 6.8362, 4.1018, 2.0507
Si, 4.1018, 6.8362, 2.0507
Si, 9.5708, 6.8362, 2.0507
Si, 1.3673, 9.5708, 2.0507
Si, 6.8362, 9.5708, 2.0507
Si, 0, 0, 3.418
Si, 5.469, 0, 3.418
Si, 2.7345, 2.7345, 3.418
Si, 8.2035, 2.7345, 3.418
Si, 0, 5.469, 3.418
Si, 5.469, 5.469, 3.418
Si, 2.7345, 8.2035, 3.418
Si, 8.2035, 8.2035, 3.418
Si, 1.3401, 1.4105, 4.7322
Si, 6.862, 1.3352, 4.8575
Si, 4.1479, 4.0389, 4.7534
Si, 9.5776, 4.0701, 4.8403
Si, 1.397, 6.7925, 4.7353
Si, 6.8833, 6.7837, 4.7922
Si, 4.1453, 9.5435, 4.7494
Si, 9.5285, 9.5902, 4.7605
Si, 2.7975, 0.0715, 5.959
Si, 8.1359, -0.1119, 6.2976
Si, -0.0443, 2.6492, 6.2318
Si, 5.5039, 2.7234, 6.2209
Si, 2.7135, 5.3524, 6.0564
Si, 8.2602, 5.4412, 6.262
Si, 0.0378, 8.212, 5.9825
Si, 5.4453, 8.1141, 6.1208
Si, 3.8562, 1.5412, 7.4467
Si, 9.8659, 0.9117, 7.5396
Si, 1.628, 3.7924, 7.4407
Si, 6.5766, 4.3634, 7.5712
Si, 4.2535, 6.5001, 7.3521
Si, 9.5049, 7.124, 7.4114
Si, 1.277, 9.7964, 7.1632
Si, 7.0012, 9.0808, 7.5878
O, 5.439, 5.4996, 7.8676
O, 0.1452, -0.1503, 7.7811
O, 2.7354, 2.6596, 7.8315
O, 8.3005, 8.1279, 7.8472
O, -4.525, 9.6489, 21.4963
O, 6.8528, 4.1539, 24.5221
O, 5.7617, 10.2815, 23.8929
O, -0.0115, 4.9099, 23.4886
O, 6.3068, 9.1012, 9.0716
O, 1.2101, 4.4456, 8.8775
O, 2.2083, 9.2563, 8.3633
O, 7.0387, 3.8388, 9.0518
O, 10.3986, 6.8271, 8.7454
O, 4.2808, 0.8433, 8.8671
O, 3.4713, 6.9855, 8.6941
O, 9.3873, 1.1864, 9.0733
O, 4.1908, 1.3466, 24.5514
O, 8.7533, 2.4556, 23.7699
O, 9.506, 6.874, 24.4364
O, 3.2147, 7.8582, 23.5664
O, 7.6905, 8.5243, 23.5693
O, 1.309, 4.0726, 21.4034
O, -2.2875, 8.9014, 15.3644
O, 9.9273, -0.0261, 19.0327
Si, 11.4866, 13.2991, 12.4486
Si, 2.778, 8.228, 9.4435
Si, 5.4356, 8.7106, 20.6436
Si, -1.7744, 1.2239, 22.8214
Si, 7.126, 11.6473, 16.0183
Si, 2.6928, 3.9316, 16.6747
Si, 11.0127, 9.7419, 18.7967
Si, 2.8242, 4.0211, 21.9592
Si, 8.9803, 7.6012, 16.2583
Si, 11.1827, 4.1553, 14.9505
Si, 4.1354, -4.1606, 22.782
Si, 10.9695, 7.1071, 10.2312
Si, 5.5024, -1.6929, 10.4712
Si, 6.7492, 3.265, 10.5412
Si, 3.0257, 0.6838, 12.989
Si, 0.6725, 18.2039, 20.1872
Si, 13.5645, 6.3439, 18.3122
Si, 3.9352, 14.8798, 19.2325
Si, 11.3442, 10.7422, 16.1391
Si, 9.3995, -2.7789, 12.4977
Si, 5.6465, -2.0183, 15.7456
Si, 2.6826, -1.485, 14.8952
Si, 6.869, -3.4981, 18.1359
Si, 9.0744, 3.029, 20.2598
Si, 6.4125, 4.6147, 13.2225
Si, -3.9435, -1.0859, 22.9687
Si, 11.3818, 15.1856, 10.2825
Si, 9.0433, -0.7885, 14.4056
Si, 20.5422, 1.1938, 17.9878
Si, 15.7865, -8.4112, 14.7972
Si, 2.7421, 8.9611, 19.5576
Si, 8.2455, 4.71, 15.6952
Si, 11.4417, 7.1524, 14.7141
Si, 6.5116, 7.5734, 13.0122
Si, 4.6699, 11.9877, 10.4323
Si, 0.0141, 4.9151, 21.8691
Si, 9.4015, -8.8631, 10.4158
Si, 17.8151, -6.6454, 18.4587
O, 8.0644, 0.0838, 22.9402
O, -3.4323, 4.0284, 16.9772
O, 9.1158, 1.7761, 21.3
O, 15.0741, 9.5406, 20.103
O, 5.2379, 6.1345, 23.7688
O, 1.7974, 8.0995, 14.8582
O, 7.8824, 2.1842, 10.9191
O, 1.1347, 6.27, 18.9788
O, 12.9085, -11.242, 15.778
O, 10.5534, 0.5595, 23.3828
O, 3.6814, 5.551, 19.2567
O, 6.1897, 8.5499, 14.2578
O, 3.9143, 8.947, 10.3194
O, 2.9185, -0.8857, 13.3979
O, 6.8058, 4.4229, 11.663
O, 12.3131, 9.6495, 24.3484
O, 13.7946, 3.3138, 18.178
O, 0.0196, -4.4756, 21.3957
O, -0.3301, 8.4066, 19.6124
O, 0.0653, -1.3958, 17.1862
O, -0.3391, -3.2722, 13.4419
O, 11.0996, 5.6774, 10.9671
O, 7.6705, 14.5515, 19.6992
O, 13.6085, -5.3677, 16.8795
O, 5.3277, 2.5097, 10.5882
O, 12.5761, 10.0985, 19.1791
O, -4.6206, 8.2622, 19.3897
O, -1.0328, 8.0599, 10.9788
O, 6.0163, -2.6681, 11.6412
O, 5.3961, 3.6597, 18.6095
O, 8.995, -1.2475, 12.8623
O, 10.5349, 18.1633, 16.0617
O, 14.3567, 11.859, 11.4408
O, -0.165, 1.1515, 16.8461
O, 6.2843, 10.2995, 16.3171
O, 2.0144, 8.0421, 20.697
O, 14.8644, 3.4047, 15.7859
O, 20.7285, 4.2661, 15.756
O, 4.062, -1.8348, 15.6134
O, 10.3179, 1.5507, 11.6517
O, 4.9113, -3.4507, 21.5613
O, 10.5661, 10.5402, 14.7454
O, 8.1267, 6.3184, 15.755
O, 3.7387, 3.4067, 20.7547
O, 5.6833, 10.8035, 10.8683
O, 6.8242, 5.8955, 18.5874
O, 16.2283, 3.5363, 13.6188
O, 1.5077, 7.7568, 10.3094
O, 2.8487, 3.1462, 23.3162
O, 14.9991, 12.2789, 14.0407
O, 8.0878, -3.6726, 12.7748
O, 9.957, 3.5376, 9.9891
O, 12.5167, 12.3007, 13.1464
O, 7.6276, 15.2491, 14.2566
O, 13.956, 18.8648, 18.304
O, 8.0522, 11.3774, 14.7069
O, 9.7243, 4.2456, 21.0855
O, 8.4063, 7.867, 17.7545
O, 5.8492, 6.1308, 13.3393
O, 17.0199, 1.8883, 15.6441
O, 10.8906, 3.2657, 13.6403
O, 11.7787, 5.5922, 14.4829
O, 1.3322, 14.4233, 15.9435
O, 3.2343, 5.5499, 22.2623
O, 12.1936, 3.3216, 11.3359
O, 8.1281, 1.0445, 17.28
O, 9.7717, 2.5289, 18.8779
O, 16.8819, -3.1813, 16.8355

Results
free energy: -56397.219 eV
free energy less fixed offsets of O -447.96, Si -113.29 eV per atom: -4.039 eV
gap between the highest filled and lowest empty level on this k mesh: 1.201 eV

The program warned: the cutoff lies below the one the program advises for these potential files; the model core charge is not resolved on the grid; the forces do not sum to zero within the program's tolerance; the exchange-correlation potential is rough where the density is thin.
